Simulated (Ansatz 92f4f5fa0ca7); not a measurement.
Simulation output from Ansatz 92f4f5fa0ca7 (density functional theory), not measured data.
Periodic cell of 222 atoms, Si131O89P2, from a study of silicon, its oxide and their interface. The atomic structure is a simulated model.

Settings: functional PBE; potential files Ansatz PAW; basis plane waves; wave-function cutoff 700 eV; density cutoff ratio 5; exchange-correlation grid ratio 1; k mesh 2 x 2 x 1, shifted by 0.5 0.5 0.5 of a step; self-consistency stop 5e-08 eV per atom in the density residual; occupations fixed; spin none; net charge 0.

Cell vectors (angstrom)
a	10.938	0	0
b	0	10.938	0
c	0	0	32.1988

Atoms: element, x, y, z (angstrom)
Si	10.6293	0.2842	24.8507
Si	5.6388	10.7571	24.8227
P	2.3941	2.9952	24.6062
Si	8.451	2.5234	24.827
P	0.1249	5.3057	24.6115
Si	5.1207	5.7201	24.6891
Si	2.8713	7.9636	24.619
Si	7.8588	8.5147	24.6474
Si	1.415	1.429	26.025
Si	6.8561	1.3606	26.1386
Si	4.0118	4.0148	25.9576
Si	9.6649	4.1441	26.0626
Si	1.3124	6.7469	25.9922
Si	6.7654	6.8598	25.9821
Si	4.0353	9.5248	26.0312
Si	9.4694	9.5841	26.0776
Si	2.7061	-0.0106	27.3853
Si	8.1675	-0.0229	27.5176
Si	0.0397	2.753	27.4458
Si	5.4453	2.7577	27.3904
Si	2.705	5.4219	27.3867
Si	8.1832	5.4939	27.3424
Si	-0.029	8.1865	27.3498
Si	5.4386	8.2013	27.4241
Si	4.0877	1.3627	28.7571
Si	9.5857	1.3661	28.7944
Si	1.3657	4.1121	28.8192
Si	6.8351	4.1203	28.7455
Si	4.0861	6.8049	28.7603
Si	9.5474	6.8394	28.7484
Si	1.3428	9.5516	28.7444
Si	6.7895	9.5503	28.8334
Si	0.009	-0.0109	30.146
Si	5.4478	0.0136	30.1593
Si	2.7383	2.7307	30.1507
Si	8.2004	2.7449	30.1343
Si	-0.0176	5.4849	30.1461
Si	5.4699	5.466	30.1396
Si	2.7248	8.1961	30.1272
Si	8.2021	8.1963	30.1525
Si	1.3673	1.3673	31.515
Si	6.8362	1.3673	31.515
Si	4.1018	4.1018	31.515
Si	9.5708	4.1018	31.515
Si	1.3673	6.8362	31.515
Si	6.8362	6.8362	31.515
Si	4.1018	9.5708	31.515
Si	9.5708	9.5708	31.515
Si	2.7345	0	0.6835
Si	8.2035	0	0.6835
Si	0	2.7345	0.6835
Si	5.469	2.7345	0.6835
Si	2.7345	5.469	0.6835
Si	8.2035	5.469	0.6835
Si	0	8.2035	0.6835
Si	5.469	8.2035	0.6835
Si	4.1257	1.3569	2.0572
Si	9.5671	1.3561	2.055
Si	1.3713	4.118	2.0384
Si	6.8495	4.0853	2.0608
Si	4.106	6.8288	2.0565
Si	9.5803	6.8351	2.0529
Si	1.3825	9.5492	2.0538
Si	6.8283	9.5912	2.0522
Si	-0.0034	-0.0339	3.3921
Si	5.4916	0.0109	3.4749
Si	2.7778	2.7802	3.369
Si	8.1933	2.697	3.4522
Si	0.0228	5.4776	3.435
Si	5.4848	5.4638	3.4117
Si	2.7696	8.2069	3.4504
Si	8.2086	8.225	3.3834
Si	1.3975	1.3862	4.6386
Si	6.8468	1.3496	4.912
Si	4.1592	4.0825	4.8089
Si	9.5793	4.082	4.7648
Si	1.4172	6.8295	4.8221
Si	6.8311	6.8834	4.7362
Si	4.1376	9.5756	4.8511
Si	9.5602	9.5498	4.7949
Si	2.7488	0.1079	6.0692
Si	8.2075	-0.0623	6.27
Si	0.0323	2.6698	6.0443
Si	5.4775	2.725	6.3003
Si	2.8183	5.4743	6.1845
Si	8.1793	5.4753	6.051
Si	0.0165	8.184	6.1585
Si	5.5329	8.2201	6.2373
Si	3.8382	1.5707	7.613
Si	9.8404	1.1394	7.4556
Si	1.6323	3.7958	7.3163
Si	6.654	4.4137	7.4899
Si	4.4099	6.6322	7.5512
Si	9.3742	6.9444	7.4143
Si	1.1422	9.9154	7.3012
Si	7.1645	9.2268	7.6774
O	8.3205	8.0894	7.9125
O	2.7172	2.7335	7.9652
O	9.5516	1.4092	24.2729
O	4.0093	6.8388	24.1561
O	0.0272	0.0222	7.9608
O	5.5308	5.5106	8.0414
O	6.7261	9.6477	24.2768
O	3.867	7.3922	8.9374
O	0.8089	4.3713	8.6044
O	9.8192	6.1775	8.8147
O	2.1073	9.3846	8.5171
O	7.5077	3.924	8.8171
O	4.2693	0.9228	9.083
O	6.7449	9.5476	9.2378
O	9.2123	1.8577	8.8022
O	7.6948	3.1677	23.517
O	9.9174	6.4387	24.1064
O	5.0237	0.4771	23.4488
O	5.8532	5.1197	23.3412
O	3.0252	2.2076	23.2793
O	2.2661	8.689	23.2426
O	8.332	8.0889	23.1068
O	0.2721	10.4149	23.5582
Si	4.3464	1.5936	22.4923
Si	3.5028	7.9281	14.0485
Si	7.1365	0.9636	14.6971
Si	0.9282	9.3475	22.5401
Si	1.1875	4.3037	11.8974
Si	6.2722	8.9653	15.3459
Si	0.6852	1.3619	12.3162
Si	8.6644	4.921	20.5978
Si	0.3319	5.7079	9.3713
Si	5.1139	3.1184	17.963
Si	0.8841	3.7371	16.7714
Si	10.4112	2.8077	19.2615
Si	5.2859	1.1765	10.3588
Si	0.8989	0.1498	19.8535
Si	6.6551	9.4524	10.8756
Si	9.3425	9.6791	18.3313
Si	9.4005	9.2341	12.5861
Si	6.551	3.8554	22.5886
Si	2.4457	8.0682	9.3895
Si	10.6306	7.3769	17.1063
Si	2.5384	6.2935	16.6065
Si	10.1818	4.4854	14.2053
Si	6.1399	9.1872	18.5423
Si	7.9712	2.5669	9.5861
Si	8.8846	2.138	12.465
Si	5.3724	6.2445	18.105
Si	3.9251	0.5617	19.4886
Si	4.2881	3.8328	12.067
Si	5.554	6.5967	12.1552
Si	8.0311	2.4902	17.2703
Si	4.3733	2.4796	14.9879
Si	1.5523	1.2124	15.276
Si	1.5787	9.4036	12.0587
Si	8.0549	6.8441	13.8969
Si	10.3954	9.8325	15.4999
Si	9.6162	7.181	22.6726
Si	8.1807	5.5059	17.5079
O	6.0571	7.9515	11.3049
O	6.0057	9.1928	16.9247
O	7.6918	1.3567	13.221
O	0.9037	1.7455	13.8859
O	9.4913	6.2425	16.9103
O	6.7678	6.1977	13.1589
O	5.1668	4.654	18.6353
O	9.2357	2.1009	18.3232
O	2.3795	0.0862	19.0845
O	9.4113	10.2248	16.769
O	2.7971	4.4275	11.735
O	5.0779	10.3332	19.1377
O	9.4287	3.2436	13.4992
O	0.4831	1.7412	19.9902
O	3.1666	1.3614	15.08
O	8.2929	5.4884	19.1279
O	3.9377	6.579	17.3971
O	4.5845	3.2863	16.4082
O	9.0641	5.6577	14.3477
O	5.4018	2.7884	22.165
O	10.681	4.1225	15.697
O	0.327	3.8424	18.3052
O	10.4315	10.521	19.2141
O	9.6597	10.0174	14.0411
O	10.8523	8.1172	22.1788
O	1.2123	2.158	16.5531
O	9.7338	3.6939	20.4568
O	8.1847	4.0389	16.8168
O	-0.0332	9.0885	11.9191
O	6.5875	2.3911	18.0273
O	5.5916	10.7106	11.2051
O	7.7556	9.5913	18.8539
O	10.0365	1.0191	12.079
O	1.3243	6.9491	9.0797
O	0.627	4.767	13.365
O	5.7039	7.6302	19.0231
O	5.2458	5.0808	11.5373
O	2.7363	6.9818	15.1416
O	0.9204	2.7378	11.4852
O	0.8718	10.6861	15.5679
O	2.4161	8.5813	10.9267
O	4.7072	2.425	11.2876
O	4.27	3.5047	13.6981
O	2.1937	4.6901	16.5279
O	10.7324	8.2495	15.7207
O	6.952	10.2951	14.7211
O	2.3487	8.9431	13.4421
O	8.055	1.5521	15.928
O	4.14	6.9921	12.8759
O	4.1801	2.0157	18.7468
O	7.2709	4.3919	21.2417
O	8.4103	2.9115	11.1146
O	1.2266	6.8969	17.3996
O	5.6687	1.5734	14.7929
O	8.1394	9.7442	11.6063
O	9.2995	6.1194	21.4939
O	8.9672	7.7066	12.8869
O	1.657	0.1112	11.9016
O	6.7152	6.1619	17.1521
O	7.3957	7.7944	15.0685
O	1.2183	10.2165	21.1991
O	10.0431	8.2043	18.3756
O	3.9242	0.8662	21.1023
O	0.3472	5.3235	10.9391
O	6.7008	1.5642	9.6452
O	4.789	8.7163	14.6924

Results
free energy: -135423.076 eV
free energy less fixed offsets of O -569.03, P -756.45, Si -635.61 eV per atom: -1.596 eV

Forces (eV/angstrom), in the order of the atoms: element, x, y, z
Si	-0.0117	0.0025	-0.0511
Si	0.0359	-0.0249	-0.2135
P	0.0538	-0.0476	0.0234
Si	-0.0011	-0.0182	-0.0633
P	-0.027	0.0322	-0.0302
Si	0.0049	0.0219	-0.0297
Si	0.0248	0.0043	-0.0427
Si	-0.0466	0.023	-0.101
Si	0.0198	0.0324	-0.0153
Si	-0.0102	0.0083	-0.0316
Si	-0.0365	-0.02	0.0046
Si	0.0167	0.0172	0.0179
Si	-0.0035	-0.0191	0.0156
Si	0.0131	0.0091	0.0177
Si	-0.0193	-0.0061	0.0025
Si	-0.0089	-0.0112	-0.0026
Si	0.0282	0.0017	-0.006
Si	0.0021	-0.0107	0.0238
Si	0.0056	-0.0055	-0.0081
Si	-0.0211	0.0012	0.0004
Si	0.0113	0.0079	-0.0068
Si	0.0028	0.0125	-0.0128
Si	-0.0039	-0.012	-0.0001
Si	0.0049	-0.0081	-0.0025
Si	-0.0058	0.0005	-0.0256
Si	-0.0012	0.0044	-0.0035
Si	0.0006	0.0023	0.0094
Si	0.0042	-0.0056	-0.0107
Si	-0.0045	0.0016	-0.0073
Si	0.0072	-0.0056	-0.0163
Si	-0.008	-0.0035	-0.0077
Si	-0.0016	0.0018	-0.0255
Si	-0.0052	-0.009	0.0041
Si	-0.01	0.0132	-0.0026
Si	0.0128	-0.0067	-0.0004
Si	-0.0027	0.0042	-0.0084
Si	-0.0068	0.0111	-0.0062
Si	-0.0002	0.0035	0.0033
Si	-0.0035	-0.0039	-0.0079
Si	0.0093	-0.0071	-0.0035
Si	0.0379	-0.0566	0.0198
Si	0.0308	0.1066	-0.0775
Si	0.067	-0.0437	0.0081
Si	-0.065	0.0552	-0.0419
Si	-0.0554	0.0655	-0.0691
Si	-0.0121	-0.0527	0.0303
Si	-0.1724	-0.0618	-0.0643
Si	-0.0041	-0.005	0.0076
Si	0.0339	-0.0504	0.1152
Si	-0.0378	0.0442	-0.0848
Si	-0.0498	-0.0111	0.0631
Si	0.1079	-0.0223	0.0151
Si	-0.0195	0.1402	-0.1252
Si	0.0603	-0.113	0.097
Si	0.1137	-0.0864	-0.02
Si	-0.0128	0.0349	0.0604
Si	0.0067	-0.005	-0.0004
Si	-0.0095	0.0067	-0.0046
Si	-0.006	0.0103	0.0037
Si	0.0057	-0.0077	-0.0003
Si	-0.0088	0.0048	-0.0009
Si	0.0085	-0.0085	0.0037
Si	0.0062	-0.0102	-0.0017
Si	-0.0015	0.007	-0.0021
Si	-0.0091	-0.008	0.0298
Si	-0.0011	0.0066	0.0028
Si	0.0099	0.0017	0.0228
Si	-0.0138	-0.0046	0.0158
Si	0.0024	0.0045	0.0132
Si	-0.0132	-0.0117	0.02
Si	-0.0034	0.002	0.017
Si	0.011	0.0048	0.0229
Si	-0.0015	-0.0017	-0.0159
Si	0.0018	-0.0018	-0.0048
Si	-0.0011	0.0084	-0.0037
Si	-0.0004	0.0003	0.0097
Si	-0.0026	-0.0013	-0.0018
Si	-0.0022	0.0118	0.0099
Si	0.0121	-0.0129	0.0061
Si	-0.0208	-0.0039	-0.0002
Si	0.0157	0.0135	0.0133
Si	-0.0021	0.0041	-0.0152
Si	-0.0079	-0.013	0.0192
Si	-0.0097	-0.0015	-0.0225
Si	0.015	0.0107	0.0026
Si	0.0107	-0.0049	0.0016
Si	-0.0069	0.0071	-0.012
Si	0.0049	0.0026	-0.0169
Si	-0.0401	0.0023	0.038
Si	0.0262	0.0018	0.0252
Si	-0.0092	-0.019	0.0228
Si	0.0102	0.0474	0.045
Si	0.0142	-0.0045	0.029
Si	-0.0336	0.0063	0.0126
Si	-0.003	0.032	0.0358
Si	0.0227	-0.0394	0.0361
O	-0.0079	-0.0005	0.0356
O	0.0217	-0.0156	0.0152
O	-0.0131	-0.0022	0.0041
O	-0.0176	0.0031	-0.039
O	0.0036	0.0056	0.0186
O	-0.0024	-0.0078	0.0138
O	-0.0309	0.0653	0.0726
O	-0.0059	-0.004	-0.0125
O	0.0075	0.0175	-0.0028
O	0.0142	0.0007	-0.0101
O	-0.0161	-0.025	-0.0007
O	-0.0135	-0.0228	-0.0095
O	0.0043	0.0215	-0.0115
O	0.0006	-0.0068	-0.0121
O	-0.0139	0.0017	-0.0039
O	0.0045	-0.0068	0.0116
O	0.0274	-0.0349	0.0231
O	-0.0143	0.0383	0.0919
O	0.0029	-0.0252	0.0027
O	0.0959	-0.0335	-0.0554
O	-0.0172	-0.0039	0.0182
O	-0.0039	0.0152	0.0237
O	-0.0049	0.015	0.0125
Si	0.0014	-0.0197	0.0583
Si	-0.0048	-0.0001	0.0057
Si	0.0047	-0.0011	0.0041
Si	0.0038	-0.0113	-0.0191
Si	-0.0022	0.0047	0.0012
Si	0.0001	0.0011	0.0074
Si	0.0034	-0.001	-0.0024
Si	0.0064	0.007	-0.0023
Si	0.0076	0.0092	0
Si	-0.0029	-0.0008	0.0005
Si	-0.0028	0.0024	0.0093
Si	0.0016	0.0034	0.0094
Si	0.0072	0.0066	0.0006
Si	0.0015	0.0076	0.0041
Si	0.0072	0.0018	0.007
Si	0.0028	-0.0016	0.0038
Si	0.0022	0.0008	0.0037
Si	-0.0053	0.0103	-0.0155
Si	-0.0097	-0.0047	-0.0026
Si	-0.0068	0.0053	0.0056
Si	-0.0016	0.0006	0.0015
Si	-0.0001	0.0012	0.0089
Si	0.0014	-0.0021	-0.0009
Si	0.0021	-0.0018	0.0023
Si	0.0001	-0.0012	0.0007
Si	0.0026	0.002	0.0071
Si	-0.0074	0.0029	0.0073
Si	-0.0094	0.0053	0.012
Si	-0.0026	-0.0016	0.0107
Si	0.0025	-0.0022	0.0046
Si	-0.0033	0.0037	0.0057
Si	-0.0006	-0.0019	0.009
Si	0.0045	0	0.0037
Si	0.0005	-0.0039	0.0093
Si	-0.0007	0.0015	0.0034
Si	-0.0018	0.0056	-0.004
Si	0.0003	-0.0037	0.0078
O	-0.0028	0.0083	0.0041
O	0.0118	-0.0044	0.0052
O	0.0144	0.0018	0.0025
O	0.0068	-0.0194	-0.0064
O	-0.0031	0.0024	-0.0048
O	0.0135	0.022	-0.0016
O	-0.0017	-0.0028	-0.0142
O	-0.0063	0.0352	-0.0059
O	0.0135	0.0085	0.0119
O	0.0169	-0.0156	0.0092
O	-0.0031	-0.0004	0.0092
O	-0.006	-0.002	-0.0116
O	0.0066	0.0039	-0.0109
O	0.0017	0.0144	-0.0112
O	-0.001	0.0203	-0.0016
O	0.0077	-0.0154	-0.0023
O	-0.0108	-0.0016	-0.0048
O	0.0061	-0.0205	0.007
O	-0.0027	-0.0102	0.002
O	-0.0322	-0.0518	0.0316
O	0.0097	-0.0019	0.0025
O	-0.0085	-0.0194	-0.012
O	0.0013	-0.0094	-0.0076
O	0.0176	-0.0215	0.0056
O	0.0009	0.0152	0.0196
O	-0.0008	0.0074	-0.0245
O	-0.0175	0.0115	-0.0233
O	-0.0006	-0.0143	0.015
O	0.0099	0.0042	0.0067
O	0.0074	0.0139	-0.0185
O	-0.0006	0.004	-0.0106
O	0.0015	0.0085	-0.012
O	-0.0015	0.0345	0.0187
O	0.0027	-0.0038	0.024
O	-0.0073	-0.0157	-0.0051
O	-0.0114	0.0007	-0.0132
O	-0.0083	-0.0093	-0.0136
O	0.0085	0.0063	0.0019
O	-0.0066	0.004	0.0129
O	-0.0227	0.0009	-0.0078
O	-0.0137	0.0028	-0.0089
O	0.0165	0.0013	-0.0048
O	0.0009	-0.0164	-0.0073
O	-0.015	-0.0005	-0.0002
O	-0.0065	0.0181	0.0164
O	-0.0095	0.0023	0.0094
O	0.0099	-0.0057	-0.0019
O	-0.0208	0.0094	-0.0012
O	0.0097	0.0111	0.0053
O	0.0118	-0.0016	-0.0024
O	0.0192	0.0008	0.024
O	0	-0.0224	-0.0052
O	0.0086	-0.0074	-0.0133
O	0.0059	0.0133	0.0018
O	-0.0255	-0.0094	-0.0172
O	-0.0101	-0.0173	-0.0009
O	-0.0162	0.0142	0.0135
O	-0.0202	-0.001	0.0164
O	0.0028	0.0021	-0.0045
O	-0.0039	0.0078	-0.0068
O	-0.0072	-0.0071	0.0025
O	-0.001	0.0106	-0.0301
O	0.0061	0.0186	0.0094
O	0.0133	-0.0078	-0.0169
O	-0.0026	0.0173	0.0218
O	0.0011	-0.0079	-0.0038

The program warned: the cutoff lies below the one the program advises for these potential files; the forces do not sum to zero within the program's tolerance; the exchange-correlation potential is rough where the density is thin.
